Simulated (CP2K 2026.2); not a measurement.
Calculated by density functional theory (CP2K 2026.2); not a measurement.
Periodic cell of 500 atoms, Si352O148, from a study of silicon, its oxide and their interface. The atomic structure is a simulated model.
Doubt: the forces sum to 1.57 eV/angstrom along one axis rather than to zero, so they err by at least 0.0031 eV/angstrom per atom on average; the grid cutoff is modest.

Settings: functional PBE; method Gaussian and plane waves; basis set DZVP-MOLOPT-SR-GTH; pseudopotentials GTH-PBE; grid cutoff 350 Ry, relative cutoff 50 Ry; k points Gamma only; occupations fixed; spin none; net charge 0.

Cell vectors (angstrom)
a	15.3866	0	0
b	0	15.3866	0
c	1.3422	3.8268	38.8044

Atoms and the computed forces on them: element, x, y, z (angstrom), force x, y, z (eV/angstrom)
Si	1.422	18.461	32.809	-0.028	-0.261	0.63
Si	1.329	7.913	32.729	-0.085	-0.187	0.712
Si	1.368	11.044	32.641	0.047	0.217	0.796
Si	1.394	16.032	32.727	0.013	0.051	0.039
Si	5.212	3.248	32.878	-0.059	0.004	0.011
Si	5.042	7.775	32.828	0.18	-0.019	0.624
Si	5.199	10.885	32.595	-0.056	0.179	0.8
Si	5.25	16.117	32.648	-0.047	0.086	0.054
Si	8.977	3.425	32.806	-0.013	0.204	0.782
Si	8.997	8.12	32.48	0.018	-0.33	0.834
Si	9.004	11.28	32.592	0.029	0.217	0.781
Si	9.167	15.746	32.872	-0.182	-0.145	0.713
Si	12.859	3.51	32.749	0.04	0.188	0.816
Si	12.862	8.173	32.719	-0.021	-0.109	0.871
Si	12.981	11.298	32.577	-0.073	0.204	0.764
Si	12.835	15.826	32.827	0.183	-0.129	0.746
Si	3.275	3.665	34.142	0.005	-0.004	-0.051
Si	3.169	7.661	34.162	0.022	-0.006	-0.004
Si	3.303	11.408	33.922	-0.008	0.028	-0.047
Si	3.338	15.468	33.943	-0.008	-0.031	-0.108
Si	7.101	3.696	34.178	0.039	0.017	-0.04
Si	7.126	7.642	33.902	0.013	-0.007	-0.05
Si	7.083	11.43	33.935	0.001	0.023	-0.045
Si	7.109	15.45	34.005	0.034	-0.011	-0.072
Si	10.934	3.848	34.054	0.037	0	-0.042
Si	10.886	7.806	33.922	-0.002	0.016	-0.037
Si	10.986	11.618	33.852	-0.002	-0.018	-0.033
Si	11.011	15.531	34.241	0.02	-0.013	-0.002
Si	14.852	3.765	33.984	-0.015	0.012	-0.058
Si	14.774	7.723	34.017	-0.028	0.015	-0.05
Si	14.859	11.504	33.968	-0.001	0.024	-0.044
Si	14.859	15.482	34.003	-0.007	-0.022	-0.033
Si	3.246	5.676	35.387	0.008	0.018	0.045
Si	3.237	9.607	35.454	0.003	-0.001	0.052
Si	3.31	13.431	35.199	-0.002	-0.034	0.003
Si	3.288	17.208	35.542	-0.027	-0.011	0.004
Si	7.134	5.746	35.326	-0.004	-0.008	0.039
Si	7.122	9.545	35.35	0.011	-0.014	0.032
Si	7.069	13.426	35.245	0.014	-0.016	0.014
Si	7.149	17.22	35.556	-0.008	0.024	0.027
Si	10.946	5.843	35.292	0.013	0.026	0.005
Si	10.934	9.711	35.314	-0.007	0.007	0.042
Si	10.985	13.47	35.334	-0.011	-0.01	0.026
Si	10.963	17.419	35.565	-0.005	0.026	0.063
Si	14.813	5.741	35.3	-0.016	0.005	0.016
Si	14.82	9.626	35.405	-0.017	-0.002	0.054
Si	14.851	13.481	35.271	-0.028	-0.025	0.008
Si	14.806	17.315	35.468	0.016	0.007	0.016
Si	1.319	5.733	36.727	-0.008	0	-0.008
Si	1.325	9.624	36.793	0.004	0.018	-0.005
Si	1.39	13.456	36.635	-0.006	0.004	-0.016
Si	1.336	17.275	36.822	-0.03	-0.002	0
Si	5.203	5.743	36.706	0.016	-0.016	-0.009
Si	5.205	9.578	36.736	-0.008	0.009	-0.016
Si	5.183	13.435	36.659	0.001	-0.014	-0.008
Si	5.211	17.253	36.86	0.025	-0.009	0.002
Si	9.047	5.775	36.702	0.014	-0.005	-0.01
Si	9.037	9.63	36.715	0.012	-0.004	-0.017
Si	9.014	13.446	36.646	0.006	0.022	-0.006
Si	9.051	17.307	36.885	0.03	0.001	0.016
Si	12.881	5.775	36.669	-0.004	-0.01	-0.01
Si	12.861	9.636	36.703	-0.002	-0.015	-0.017
Si	12.925	13.458	36.676	0.003	0.009	0.006
Si	12.911	17.345	36.841	-0.021	0.007	0.008
Si	1.337	3.84	38.128	0.006	-0.013	0.009
Si	1.339	7.665	38.093	0.012	0.008	0.016
Si	1.35	11.572	38.083	0.009	-0.006	0.004
Si	1.348	15.323	38.101	0.004	0.003	0.016
Si	5.206	3.845	38.12	0.001	0.009	0.006
Si	5.191	7.657	38.087	0.005	0.013	0.011
Si	5.199	11.526	38.059	-0.012	-0.001	0.006
Si	5.198	15.302	38.126	-0.01	0.006	0.015
Si	9.038	3.888	38.138	0.003	-0.003	0.017
Si	9.05	7.696	38.069	-0.001	0.011	0.005
Si	9.022	11.554	38.063	-0.011	-0.021	-0.004
Si	9.053	15.321	38.112	-0.021	0.003	0
Si	12.892	3.901	38.128	0.01	0.001	0.012
Si	12.883	7.695	38.051	0.01	0.008	0.002
Si	12.898	11.553	38.071	-0.015	-0.016	-0.003
Si	12.896	15.358	38.096	0.006	-0.008	0.005
Si	1.93	15.398	11.543	0	-0.004	-0.016
Si	1.902	3.919	11.573	-0.007	-0.015	0
Si	1.935	7.648	11.565	-0.013	-0.001	0.007
Si	1.96	11.538	11.546	-0.002	0.012	-0.006
Si	5.782	15.403	11.59	-0.007	0.002	-0.01
Si	5.784	3.927	11.57	-0.017	-0.003	0.006
Si	5.785	7.691	11.611	0.019	-0.011	0.005
Si	5.78	11.572	11.568	0.03	0.008	0.003
Si	9.588	15.389	11.527	-0.003	-0.006	-0.016
Si	9.621	3.884	11.545	0.003	-0.019	-0.003
Si	9.614	7.657	11.533	0.014	0.029	-0.015
Si	9.608	11.584	11.465	0.021	-0.016	-0.015
Si	13.462	15.368	11.526	-0.004	-0.005	-0.014
Si	13.454	3.858	11.535	0.009	0.004	-0.023
Si	13.486	7.642	11.531	-0.011	0.017	-0.001
Si	13.529	11.561	11.513	-0.014	-0.019	-0.006
Si	1.885	1.967	12.856	0	0.01	0.003
Si	1.862	5.794	13.044	-0.018	0.004	0.012
Si	1.996	9.582	12.87	0.037	-0.023	0.004
Si	1.964	13.466	12.905	0.002	-0.004	0.014
Si	5.768	1.996	12.884	0.017	-0.009	-0.002
Si	5.791	5.795	13.042	-0.007	-0.001	0
Si	5.818	9.649	12.927	-0.022	-0.019	0.001
Si	5.776	13.474	12.98	0.008	0.02	0.004
Si	9.57	1.941	12.855	0	-0.013	0.004
Si	9.64	5.77	12.972	0.008	0.026	0.018
Si	9.609	9.647	12.758	-0.012	-0.013	-0.027
Si	9.581	13.461	12.882	-0.016	0.012	-0.005
Si	13.419	1.918	12.848	-0.019	0.004	-0.003
Si	13.437	5.741	12.953	-0.019	0.014	-0.005
Si	13.581	9.599	12.804	-0.044	0.006	-0.013
Si	13.505	13.463	12.917	0.005	-0.025	0.004
Si	15.331	1.92	14.188	-0.009	-0.013	0.005
Si	15.265	5.741	14.428	0.068	0.034	0.034
Si	15.485	9.521	14.221	-0.069	-0.05	0.042
Si	15.458	13.455	14.282	0.002	0.039	-0.03
Si	3.813	2.035	14.18	-0.012	-0.003	-0.035
Si	3.818	5.803	14.39	0.017	-0.015	-0.021
Si	3.887	9.639	14.275	0.02	0.048	-0.062
Si	3.836	13.524	14.344	0.029	-0.007	-0.05
Si	7.68	2.01	14.254	-0.015	0.021	-0.041
Si	7.77	5.802	14.404	-0.074	-0.011	-0.003
Si	7.789	9.668	14.235	0.033	0.019	-0.034
Si	7.712	13.436	14.342	-0.029	0.011	-0.027
Si	11.483	1.901	14.188	-0.018	0.007	-0.023
Si	11.554	5.752	14.378	0.034	-0.021	-0.011
Si	11.578	9.642	13.971	0.039	0.031	-0.036
Si	11.519	13.434	14.191	0.029	-0.002	-0.041
Si	15.457	15.426	15.587	-0.034	-0.071	0.033
Si	15.252	3.719	15.708	0.001	-0.015	0.076
Si	15.253	7.701	15.796	-0.554	0.067	-0.461
Si	15.464	11.454	15.52	0.027	0.003	-0.006
Si	3.764	15.561	15.573	0.031	-0.046	0.071
Si	3.743	3.849	15.702	0.002	-0.008	0.044
Si	4.043	7.75	15.695	-0.003	-0.029	0.029
Si	3.847	11.561	15.662	0.037	0.04	0.044
Si	7.644	15.445	15.559	-0.006	-0.023	0.03
Si	7.72	3.868	15.773	-0.026	-0.009	0.059
Si	7.944	7.805	15.664	0.073	-0.034	-0.003
Si	7.792	11.5	15.743	0.007	0.04	0.088
Si	11.509	15.339	15.517	-0.001	0.006	0.002
Si	11.471	3.734	15.678	-0.004	0.026	0.048
Si	11.626	7.87	15.455	0.035	-0.011	-0.021
Si	11.551	11.453	15.42	-0.046	-0.01	0.034
Si	1.906	16.163	16.915	-0.011	0.094	0.007
Si	1.795	3.273	16.952	0.025	-0.317	-0.525
Si	2.441	8.108	17.341	0.364	-0.036	-0.381
Si	1.919	11.243	17.005	-0.135	0.593	-0.118
Si	5.705	15.87	16.82	-0.014	-0.147	-0.824
Si	5.703	3.6	16.973	0.055	0.222	-0.823
Si	6.032	8.041	16.926	-0.039	-0.101	-0.72
Si	5.779	11.147	16.955	0.1	0.184	-0.812
Si	9.586	15.627	16.823	-0.035	-0.1	-0.74
Si	9.635	3.37	17.143	-0.111	0.389	-0.754
Si	9.887	8.412	16.896	-0.112	0.264	-0.554
Si	9.802	10.87	16.888	-0.093	-0.248	-0.67
Si	13.465	15.433	16.794	0.049	-0.079	-0.698
Si	13.307	3.147	17.006	0.189	0.299	-0.861
Si	13.359	8.651	16.864	0.188	0.142	-0.577
Si	13.475	11.074	16.667	0.033	0.059	0.001
Si	2.074	15.348	19.105	-0.041	0.15	-0.671
Si	2.334	7.334	20.287	-0.068	0.009	-0.221
Si	1.416	10.082	21.276	0.059	0.006	-0.095
Si	3.721	10.593	23.451	-0.047	0.043	-0.116
Si	6.293	5.738	19.137	0.04	-0.085	-0.232
Si	14.375	6.757	23.827	0.001	0.015	0.023
Si	5.09	7.396	21.352	0.037	-0.035	-0.115
Si	6.226	12.598	19.646	-0.02	0.094	-0.028
Si	8.94	14.201	19.509	-0.055	0.075	-0.019
Si	13.761	6.008	28.781	-0.366	-0.159	0.383
Si	11.31	9.597	21.592	0.068	-0.004	-0.198
Si	10.853	12.047	19.708	0.068	-0.045	-0.262
Si	1.258	12.278	19.04	0.175	-0.16	-0.708
Si	11.72	7.595	19.216	-0.025	0.081	-0.263
Si	12.871	16.688	25.847	0.089	-0.065	-0.008
Si	13.591	12.658	18.396	-0.056	-0.429	-0.602
Si	13.746	10.741	25.644	-0.119	-0.038	0.031
Si	1.91	17.547	23.709	-0.133	0.042	-0.01
Si	8.752	10.774	26.004	0.052	-0.115	0.013
Si	4.482	8.816	25.935	-0.045	0.116	-0.082
Si	5.072	15.189	19.682	-0.105	-0.035	-0.159
Si	6.21	10.09	21.573	-0.141	-0.021	0.002
Si	14.325	17.614	23.352	-0.372	0.508	-0.075
Si	3.672	4.316	24.927	-0.061	-0.132	0.146
Si	7.507	16.683	20.786	0.058	0.007	-0.152
Si	13.004	4.087	22.656	0.407	-0.447	0.247
Si	9.763	7.937	26.914	0.052	-0.055	0.081
Si	11.286	12.66	25.836	0.069	0.062	-0.153
Si	1.839	8.187	27.432	-0.059	-0.001	0.022
Si	13.229	4.86	19.626	0.097	0.095	-0.007
Si	0.861	4.646	19.707	0.015	-0.144	-0.187
Si	14.216	9.587	22.78	-0.03	-0.158	-0.005
Si	5.676	17.518	25.944	-0.072	0.002	-0.034
Si	1.178	6.756	29.825	0.079	-0.082	0.247
Si	9.879	4.24	22.958	-0.076	-0.048	-0.177
Si	2.428	4.044	29.959	-0.088	-0.044	0.215
Si	8.094	17.148	23.832	0.038	0.038	0.088
Si	16.108	17.198	21.149	0.013	-0.008	-0.183
Si	5.674	6.535	24.251	-0.062	-0.059	0.005
Si	5.878	11.334	27.075	-0.11	-0.028	0.04
Si	8.753	4.088	19.969	0.082	-0.128	-0.039
Si	7.815	4.504	30.171	0.121	-0.148	0.133
Si	0.939	11.2	27.143	0.043	-0.016	0.067
Si	4.848	12.312	29.786	-0.085	0.063	0.114
Si	3.121	15.739	25.956	0.042	0.193	0.082
Si	13.501	13.772	30.739	-0.138	-0.077	0.147
Si	14.57	3.559	27.067	0.033	-0.054	0.131
Si	8.723	9.38	23.295	0.066	0.035	-0.092
Si	0.995	5.728	25.714	0.124	-0.035	-0.042
Si	9.554	15.167	28.271	-0.013	0.005	0.108
Si	1.441	17.068	28.293	-0.056	0.04	0.064
Si	1.872	12.358	29.798	0.047	-0.015	0.096
Si	7.179	17.138	28.722	-0.01	-0.083	-0.014
Si	9.585	6.642	29.728	-0.055	0.123	0.104
Si	8.538	6.504	24.604	0.119	-0.068	0.012
Si	3.411	12.584	25.614	-0.036	-0.04	0.001
Si	10.147	15.3	25.323	0.127	0.039	-0.028
Si	5.061	5.004	31.296	0.014	-0.494	0.588
Si	12.824	7.93	26.378	0.114	-0.01	0.027
Si	8.659	13.709	30.715	0.052	0.017	0.083
Si	5.806	15.021	30.589	-0.166	0.279	0.541
Si	12.457	5.846	30.61	0.368	0.015	-0.308
Si	12.399	14.62	27.966	0.029	0.193	0.035
Si	16.356	15.055	30.602	0.193	0.34	0.526
Si	1.931	15.407	0.664	-0.001	-0.002	0.004
Si	1.926	3.842	0.645	-0.01	0.007	-0.002
Si	1.937	7.708	0.633	-0.007	-0.004	-0.005
Si	1.925	11.512	0.664	0.005	0.019	0.012
Si	5.774	15.421	0.685	0.014	-0.005	0.007
Si	5.782	3.854	0.634	0.009	0.007	-0.002
Si	5.77	7.715	0.637	0.004	0.006	0.001
Si	5.786	11.51	0.667	-0.002	0.013	0.006
Si	9.626	15.424	0.677	-0.007	-0.021	0.006
Si	9.628	3.855	0.631	-0.004	-0.005	-0.002
Si	9.618	7.723	0.619	0.006	-0.005	-0.003
Si	9.635	11.516	0.661	0.001	0.001	0.006
Si	13.468	15.422	0.685	-0.012	-0.012	0.006
Si	13.455	3.857	0.638	0.001	0.005	-0.008
Si	13.47	7.724	0.643	0.002	0.005	0.003
Si	13.47	11.52	0.66	0	0	0.002
Si	1.928	1.936	2.025	0.009	0.002	0.005
Si	1.927	5.777	1.993	0.003	0.002	0.003
Si	1.931	9.606	2.029	0.004	-0.002	0.003
Si	1.932	13.462	2.005	0.005	-0.007	-0.006
Si	5.778	1.954	2.03	-0.006	-0.004	0.006
Si	5.776	5.782	1.992	-0.004	0	-0.002
Si	5.78	9.608	2.035	-0.003	0.002	0.006
Si	5.78	13.463	2.006	-0.001	-0.003	-0.002
Si	9.624	1.955	2.029	0.003	-0.005	-0.001
Si	9.624	5.79	1.982	0	-0.001	-0.011
Si	9.628	9.611	2.027	0.005	0.005	0.006
Si	9.625	13.467	2.003	-0.006	0.01	0
Si	13.468	1.955	2.034	0.007	0.001	0.004
Si	13.471	5.787	1.995	0.01	0	-0.001
Si	13.466	9.619	2.036	-0.024	0.005	0.003
Si	13.469	13.466	2.01	-0.003	0.001	-0.003
Si	15.395	1.942	3.386	0.003	0.012	0.001
Si	15.394	5.779	3.364	0.003	0	0.002
Si	15.395	9.617	3.386	0.002	-0.011	-0.002
Si	15.396	13.469	3.374	0.002	0.008	-0.003
Si	3.852	1.943	3.379	0	0.014	-0.002
Si	3.852	5.779	3.358	-0.005	0.004	-0.002
Si	3.854	9.618	3.385	-0.002	0.005	0.003
Si	3.856	13.467	3.371	0	0.008	0
Si	7.701	1.944	3.385	0.003	0.003	0
Si	7.703	5.783	3.357	-0.002	-0.002	-0.003
Si	7.705	9.618	3.386	-0.005	-0.004	0.002
Si	7.702	13.469	3.373	-0.003	-0.007	0.005
Si	11.545	1.943	3.388	-0.002	-0.003	-0.001
Si	11.544	5.787	3.359	0.003	0.007	-0.005
Si	11.545	9.62	3.391	0	-0.014	0.007
Si	11.545	13.468	3.375	0	-0.019	0.002
Si	15.397	15.397	4.737	-0.003	0.013	-0.005
Si	15.397	3.863	4.742	0.006	-0.007	0.003
Si	15.396	7.694	4.74	-0.004	0.008	0.001
Si	15.4	11.546	4.742	0	-0.01	-0.004
Si	3.855	15.399	4.728	0.004	0.017	-0.009
Si	3.85	3.863	4.734	-0.001	-0.016	-0.003
Si	3.854	7.693	4.734	0.001	0.005	-0.003
Si	3.854	11.545	4.738	0.003	-0.019	-0.002
Si	7.698	15.398	4.735	-0.003	0.011	-0.005
Si	7.7	3.868	4.736	-0.006	-0.013	-0.003
Si	7.703	7.695	4.738	0.001	0.011	-0.001
Si	7.7	11.546	4.74	0	-0.014	-0.003
Si	11.546	15.397	4.736	-0.001	0.014	-0.004
Si	11.543	3.868	4.737	0.004	-0.006	0
Si	11.547	7.697	4.741	0.003	0.019	0.005
Si	11.545	11.548	4.746	-0.006	-0.011	-0.002
Si	1.938	15.405	6.098	0.012	-0.003	-0.002
Si	1.935	3.857	6.103	0.012	0.018	0.002
Si	1.935	7.7	6.099	-0.002	-0.012	-0.001
Si	1.938	11.543	6.108	0.001	0.011	0.005
Si	5.771	15.409	6.096	-0.006	-0.01	0.004
Si	5.773	3.859	6.093	-0.002	0.018	-0.007
Si	5.776	7.699	6.094	-0.004	-0.011	0
Si	5.774	11.542	6.102	-0.004	0.013	0.006
Si	9.621	15.401	6.098	0.002	-0.013	0.005
Si	9.62	3.86	6.1	-0.002	0.01	0.002
Si	9.624	7.704	6.103	0	-0.018	0.001
Si	9.62	11.543	6.106	-0.005	0.009	0.006
Si	13.473	15.401	6.096	0.006	-0.012	0.003
Si	13.468	3.856	6.096	0.004	0.012	0.002
Si	13.472	7.701	6.098	-0.005	-0.016	0.001
Si	13.475	11.543	6.103	-0.01	0.004	0.001
Si	1.939	1.938	7.476	-0.007	0.002	0.003
Si	1.94	5.779	7.458	-0.006	0	0.003
Si	1.943	9.615	7.473	-0.001	-0.012	0.002
Si	1.946	13.479	7.452	-0.007	0.007	-0.001
Si	5.768	1.946	7.47	0.002	0.014	-0.003
Si	5.772	5.778	7.451	0.001	-0.013	-0.005
Si	5.773	9.615	7.467	0.002	-0.02	0.002
Si	5.766	13.479	7.443	0.009	-0.002	-0.003
Si	9.615	1.937	7.467	0	0.001	-0.001
Si	9.62	5.783	7.457	0.001	0.011	0.003
Si	9.621	9.622	7.477	0.001	0.001	-0.001
Si	9.62	13.474	7.454	-0.007	-0.005	-0.001
Si	13.469	1.935	7.467	-0.004	0.006	-0.002
Si	13.47	5.777	7.451	0.005	0.012	0.002
Si	13.478	9.619	7.469	0.004	-0.001	0
Si	13.478	13.475	7.451	0.002	0.003	-0.001
Si	15.396	1.94	8.832	0.011	0.003	0.005
Si	15.397	5.773	8.799	-0.001	0.004	-0.008
Si	15.406	9.611	8.833	-0.02	0	-0.003
Si	15.41	13.48	8.801	0	-0.003	-0.004
Si	3.856	1.953	8.859	0.007	0.001	0.01
Si	3.861	5.783	8.821	0.012	0	-0.003
Si	3.862	9.607	8.851	-0.002	0.002	-0.003
Si	3.861	13.479	8.826	0.011	0.006	-0.003
Si	7.688	1.949	8.836	-0.002	-0.007	0.003
Si	7.691	5.784	8.806	-0.011	-0.001	-0.004
Si	7.689	9.615	8.837	0.001	0.003	0.004
Si	7.683	13.487	8.796	-0.012	0.002	-0.009
Si	11.54	1.928	8.829	0.006	0.007	-0.002
Si	11.546	5.776	8.806	-0.001	-0.005	-0.001
Si	11.553	9.618	8.833	-0.003	-0.005	0.004
Si	11.551	13.472	8.802	0.001	-0.005	-0.003
Si	15.395	15.389	10.177	0.003	0.015	0.001
Si	15.386	3.878	10.184	0.003	-0.003	0.002
Si	15.41	7.667	10.181	-0.009	0.01	-0.009
Si	15.437	11.561	10.158	0.002	-0.01	-0.001
Si	3.865	15.397	10.203	0.003	0.017	0.008
Si	3.845	3.897	10.22	0.005	-0.007	-0.003
Si	3.871	7.671	10.221	-0.004	0.008	-0.007
Si	3.873	11.552	10.186	-0.018	-0.038	-0.001
Si	7.671	15.395	10.175	0.008	0.014	0
Si	7.693	3.889	10.189	0.014	0.003	0.001
Si	7.681	7.677	10.196	0.007	0.004	0.001
Si	7.672	11.573	10.154	0.011	-0.012	-0.007
Si	11.53	15.378	10.179	-0.006	0.012	0
Si	11.536	3.866	10.175	-0.003	-0.004	-0.005
Si	11.55	7.679	10.184	-0.008	0.024	0.001
Si	11.576	11.56	10.171	-0.013	-0.004	0
O	1.056	7.374	16.895	-0.041	-0.244	0.22
O	1.887	13.75	19.288	0.071	-0.003	0.283
O	1.673	5.864	20.39	-0.05	-0.089	0.341
O	2.916	7.5	18.773	0.437	-0.274	0.168
O	10.771	10.875	20.789	-0.157	-0.093	0.134
O	2.099	9.683	17.526	-0.113	-0.06	0.069
O	5.579	12.077	18.266	-0.215	0.042	0.231
O	5.765	2.02	17.399	-0.07	-0.006	0.487
O	5.63	4.491	18.343	-0.377	-0.118	0.46
O	6.274	7.039	18.185	0.088	-0.121	0.331
O	13.493	14.218	17.895	0.08	0.083	0.238
O	5.834	9.583	17.47	-0.171	-0.037	0.537
O	8.545	15.54	20.306	0.392	0.01	0.176
O	5.993	16.3	20.385	-0.156	0.274	0.083
O	7.659	13.252	19.321	0.203	0.052	-0.297
O	9.633	1.759	17.427	0.173	-0.088	0.256
O	9.725	4.001	18.659	0.241	0.116	0.189
O	9.008	3.086	23.68	0.148	0.174	0.367
O	13.404	16.947	17.44	0.261	-0.168	0.205
O	12.958	8.296	18.426	0.183	0.303	0.517
O	12.949	3.849	18.416	-0.349	0.059	0.236
O	12.849	7.173	31.453	0.254	0.093	-0.279
O	11.836	13.333	27.19	-0.058	-0.291	0.195
O	13.628	5.501	23.151	-0.035	0.167	-0.091
O	3.764	9.558	24.694	-0.35	-0.299	-0.126
O	1.726	11.26	20.209	0.367	-0.133	0.11
O	8.382	7.953	23.933	-0.338	0.013	0.016
O	15.645	17.822	27.497	0.042	0.056	-0.035
O	12.744	9.921	22.232	-0.062	0.166	0.254
O	3.544	15.7	19.712	0.084	0.45	0.481
O	5.583	14.96	18.157	0.188	-0.55	0.163
O	9.549	14.58	18.062	0.146	-0.288	-0.045
O	11.129	15.47	28.541	0.272	0.42	0.342
O	9.536	4.353	21.364	0.289	-0.028	0.115
O	14.479	7.983	22.777	-0.043	-0.299	-0.648
O	12.798	4.517	31.477	0.154	0.013	-0.415
O	0.937	16.175	19.926	-0.338	-0.253	-0.14
O	15.264	4.618	26.07	-0.168	0.019	-0.666
O	1.091	9.59	27.18	-0.055	0.004	-0.339
O	5.425	7.624	25.411	0.162	0.08	0.481
O	5.715	7.279	22.825	0.429	0.378	0.112
O	7.668	9.721	22.139	0.351	-0.146	-0.056
O	1.6	3.662	31.291	-0.315	0.356	-0.053
O	13.256	14.013	29.174	0.097	-0.281	-0.37
O	2.426	18.175	28.952	0.631	-0.18	-0.027
O	16.122	16.192	29.463	-0.25	0.109	0.049
O	10.005	11.763	26.21	-0.118	-0.083	0.31
O	5.3	11.731	31.217	0.113	0.01	-0.116
O	9.093	13.89	29.167	0.101	-0.394	-0.476
O	11.457	3.934	23.131	0.081	-0.389	0.166
O	3.947	4.481	30.25	0.226	-0.074	-0.271
O	3.486	7.42	21.408	-0.271	-0.128	0.332
O	6.154	16.162	29.499	-0.423	0.097	-0.332
O	9.882	7.637	28.499	0.133	0.319	0.066
O	3.35	11.809	29.448	-0.095	-0.526	-0.315
O	9.5	14.745	31.627	0.32	-0.036	-0.026
O	8.917	12.202	31.235	0.227	-0.044	-0.605
O	14.073	4.482	28.297	-0.336	-0.07	0.127
O	7.536	16.764	22.381	-0.349	-0.341	0.232
O	9.085	17.267	32.263	-0.22	0.083	-0.552
O	9.013	9.359	26.747	-0.132	0.105	0.186
O	13.174	12.26	31.249	-0.054	-0.123	-0.506
O	9.372	14.893	26.692	-0.38	-0.36	-0.074
O	1.356	9.464	32.208	0.08	0.037	-0.398
O	7.114	14.116	30.931	0.018	-0.384	0.419
O	7.431	3.088	29.559	-0.024	-0.1	0.335
O	4.497	5.452	24.162	0.062	0.146	-0.657
O	15.039	14.179	30.979	-0.004	-0.328	0.163
O	2.346	16.148	27.322	-0.035	-0.4	0.231
O	10.12	11.531	18.357	-0.115	0.316	0.295
O	2.297	16.381	24.732	-0.011	-0.379	0.123
O	8.759	4.336	31.479	0.404	0.252	-0.192
O	1.383	6.931	31.42	0.081	-0.293	-0.127
O	15.774	2.668	24.004	-0.013	0.43	0.215
O	11.279	16.456	25.581	-0.179	0.378	0.15
O	5.16	10.524	22.724	0.075	0.274	0.27
O	6.514	17.54	27.32	-0.079	0.399	0.045
O	5.467	6.112	20.458	-0.022	-0.288	0.114
O	2.974	3.358	23.835	0.089	0.262	-0.609
O	13.622	16.569	24.403	-0.049	-0.28	-0.161
O	1.949	17.003	22.189	0.668	-0.447	-0.214
O	5.103	9.292	32.155	0.18	-0.032	-0.332
O	4.705	6.515	31.819	-0.488	0	-0.172
O	1.361	11.834	31.229	-0.382	0.103	-0.178
O	2.54	10.179	22.434	0.17	-0.311	0.011
O	14.921	11.549	26.415	-0.039	0.656	-0.171
O	6.458	5.26	30.549	-0.078	0.331	-0.416
O	13.327	9.461	26.556	-0.212	0.12	0.518
O	12.401	12.422	19.463	-0.02	0.204	0.658
O	10.342	7.711	18.34	-0.235	-0.278	0.491
O	4.863	12.308	26.276	0.134	0.455	0.067
O	8.986	6.736	26.144	-0.118	-0.322	0.229
O	8.593	5.492	29.17	0.069	0.06	-0.842
O	6.799	17.407	24.776	-0.02	0.021	-0.26
O	1.706	5.319	29.305	-0.199	-0.119	-0.363
O	9.024	9.716	32.107	0.089	0.133	-0.457
O	11.223	8.009	26.234	-0.01	0.009	-0.491
O	16.075	3.368	20.688	0.07	0.148	0.317
O	1.967	13.971	29.919	0.646	0.259	-0.205
O	12.842	17.348	32.2	-0.148	0.049	-0.539
O	12.589	14.788	31.597	-0.488	-0.071	-0.278
O	9.032	15.92	24.339	0.109	-0.44	-0.416
O	12.923	9.713	32.124	-0.098	0.009	-0.372
O	13.294	2.778	26.411	-0.174	0.266	-0.277
O	8.586	10.525	24.418	-0.02	0.426	-0.326
O	14.358	10.175	24.268	0.209	0.034	-0.011
O	1.63	4.079	18.391	0.326	0.176	0.043
O	4.659	16.253	25.945	0.26	-0.587	0.167
O	14.782	5.291	19.429	-0.005	0.489	-0.332
O	1.385	8.612	20.581	-0.293	-0.048	0.15
O	15.882	6.33	24.286	0.408	0.073	-0.191
O	13.481	7.264	25.07	-0.097	-0.095	0.138
O	7.406	11.464	26.576	0.143	0.322	-0.134
O	3.329	8.181	26.848	0.175	-0.095	-0.094
O	5.264	13.714	20.337	-0.474	-0.151	0.739
O	1.94	7.932	29.029	0.409	0.252	0.408
O	6.412	11.341	20.603	0.435	0.017	0.153
O	10.234	9.293	22.744	0.132	-0.228	0.44
O	4.817	13.937	29.89	-0.551	0.183	-0.155
O	10.858	13.9	24.836	0.15	0	-0.609
O	4.724	3.454	25.822	0.142	0.306	0.262
O	7.08	5.796	24.552	-0.004	-0.589	0.29
O	8.625	16.433	28.619	0.134	0.093	0.213
O	9.574	5.62	23.743	0.241	0.198	-0.059
O	14.723	16.865	21.943	-0.517	-0.382	-0.28
O	0.997	6.969	26.758	-0.2	0.153	-0.04
O	12.179	6.079	19.508	-0.209	-0.105	-0.011
O	5.836	11.757	28.64	0.61	-0.099	0.034
O	5.64	8.803	20.758	0.118	0.047	-0.323
O	10.892	5.888	30.266	-0.348	-0.298	0.003
O	15.323	10.313	21.867	-0.239	0.363	-0.043
O	16.27	11.846	28.631	-0.34	0.116	0.048
O	8.95	7.399	31.018	-0.401	0.138	-0.11
O	7.773	5.329	19.633	0.215	0.536	0.277
O	3.112	14.153	25.737	-0.126	0.015	-0.137
O	7.91	2.711	20.115	-0.339	-0.029	-0.31
O	10.08	13.351	20.272	0.333	0.366	0.502
O	13.015	4.106	21.03	0.123	-0.158	0.007
O	2.467	5.04	25.743	0.068	-0.061	0.448
O	5.378	9.814	26.832	0.091	-0.13	0.053
O	13.185	6.967	27.614	-0.216	0.194	-0.127
O	3.453	12.072	24.07	0.064	0.392	-0.43
O	15.025	12.434	19.119	-0.133	-0.2	0.536
O	2.221	11.798	26.371	-0.022	-0.003	0.084
O	12.486	11.71	25.291	0.069	0.191	-0.66
O	13.281	15.563	26.963	0.429	-0.065	0.245
O	11.46	8.317	20.625	0.057	-0.255	0.217
O	15.017	6.801	29.423	-0.058	0.512	-0.137

Results
total energy: -102548.548 eV
total energy less fixed offsets of O -438.35, Si -107.03 eV per atom: 1.812 eV
